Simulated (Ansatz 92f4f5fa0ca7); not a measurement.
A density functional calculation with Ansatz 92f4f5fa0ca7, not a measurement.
Periodic cell of 224 atoms, Si134O86N4, from a study of silicon, its oxide and their interface. The atomic structure is a simulated model.
This geometry differs little from another in the collection (a relaxation step or a small displacement).

Settings: functional r2SCAN; potential files Ansatz PAW; basis plane waves; wave-function cutoff 800 eV; density cutoff ratio 5; exchange-correlation grid ratio 1; k mesh 1 x 1 x 1, shifted by 0.5 0.5 0 of a step; self-consistency stop 1e-10 eV per atom in the density residual; occupations fixed; spin none; net charge 0.

Cell vectors (angstrom)
a 10.88 0 0
b 0 10.88 0
c 0 0 31.8074

Atoms: element, x, y, z (angstrom)
Si -0.403 0.036 -0.0814
Si 2.2597 2.6809 -0.3331
Si 0.2751 5.1297 -0.0833
Si 2.955 7.8558 0.0632
Si 6.093 -0.4317 -0.4139
Si 8.6571 2.6139 0.0084
Si 5.125 5.649 0.1191
Si 7.8921 7.9541 0.1796
Si 1.2711 1.1891 1.182
Si 3.9998 3.8261 1.0233
Si 1.3656 6.7113 1.2867
Si 4.2456 9.5546 1.0237
Si 6.9532 1.2973 1.0283
Si 9.7157 4.0453 1.4653
Si 6.6264 6.6822 1.5876
Si 9.4126 9.3668 1.3022
Si 0.1186 2.603 2.7274
Si 2.8126 -0.0521 2.4466
Si 0.0203 8.1065 2.5991
Si 2.7389 5.2694 2.5516
Si 5.4896 2.608 2.4029
Si 8.1523 -0.033 2.6132
Si 5.3622 8.2408 2.7014
Si 8.2029 5.3668 2.6947
Si 1.4414 4.0126 4.0274
Si 4.1316 1.3277 3.8533
Si 1.4343 9.4862 3.8701
Si 4.0313 6.7514 3.9268
Si 6.8006 3.9687 3.9013
Si 9.5421 1.2918 3.9911
Si 6.7856 9.5483 4.0105
Si 9.5486 6.784 3.9915
Si 0.0793 -0.0501 5.2878
Si 2.8364 2.6823 5.3106
Si 0.0404 5.4147 5.3226
Si 2.7058 8.1265 5.3014
Si 5.4349 0.0265 5.3302
Si 8.1741 2.6827 5.3107
Si 5.482 5.4265 5.2389
Si 8.186 8.1724 5.3104
Si 1.4266 1.3469 6.6392
Si 4.1486 4.1018 6.646
Si 1.3578 6.8094 6.6862
Si 4.0724 9.5187 6.651
Si 6.8135 1.3763 6.6865
Si 9.5358 4.0758 6.6585
Si 6.8294 6.7928 6.6348
Si 9.5501 9.5222 6.6605
Si 0.0633 2.7293 7.9796
Si 2.7565 0.0216 8.0441
Si -0.0164 8.1621 8.035
Si 2.7812 5.4727 7.9917
Si 5.497 2.7805 8.0298
Si 8.2135 0.0459 8.0168
Si 5.4857 8.195 7.9762
Si 8.1875 5.4529 8.0214
Si 1.4167 4.1116 9.327
Si 4.133 1.4447 9.3789
Si 1.3182 9.5712 9.3472
Si 4.1518 6.8421 9.3404
Si 6.8594 4.1013 9.4134
Si 9.5839 1.4196 9.3764
Si 6.8078 9.6011 9.3461
Si 9.5089 6.8154 9.4138
Si 0.0302 0.0828 10.7737
Si 2.7831 2.8199 10.736
Si 0.0359 5.4095 10.7034
Si 2.731 8.2232 10.5963
Si 5.5215 0.1438 10.7523
Si 8.2498 2.7658 10.7814
Si 5.5201 5.5029 10.7365
Si 8.1441 8.2651 10.7077
Si 1.4187 1.4918 12.1009
Si 4.1727 4.1633 12.1107
Si 1.4206 6.8235 11.9251
Si 3.9637 9.7171 11.9011
Si 6.9605 1.4275 12.2251
Si 9.61 4.0884 12.1813
Si 6.8094 6.9358 12.0821
Si 9.4694 9.6317 12.09
Si 0.0528 2.6148 13.6269
Si 2.7574 0.1695 13.4789
Si 0.0994 8.2763 13.1764
Si 2.7523 5.5412 13.3866
Si 5.6042 2.8938 13.5001
Si 8.219 -0.0385 13.7371
Si 5.2202 8.3239 13.1784
Si 8.3752 5.7313 13.399
Si 1.2462 4.3774 14.7241
Si 4.4879 1.2245 14.7441
Si 1.3219 9.5594 14.6454
Si 3.5711 7.3863 14.6088
Si 7.0506 4.4158 14.6932
Si 10.009 0.7736 15.1929
Si 6.3971 9.6153 14.671
Si 10.0532 6.8647 14.7584
Si -1.9812 3.1943 16.7217
Si 2.7422 2.6059 16.9578
Si 5.9844 7.0076 16.2772
Si 5.9978 1.0285 23.6912
Si 0.2561 1.6083 17.7994
Si 0.9462 8.5324 19.6164
Si -2.4424 3.6628 21.7413
Si 6.4704 7.9269 21.2088
Si 0.5437 4.3659 17.4815
Si 3.7248 -5.1338 24.3084
Si -1.8946 9.2954 19.7995
Si 10.3383 9.0053 17.0437
Si -3.6213 3.8417 19.2637
Si 1.242 -1.66 29.6226
Si 0.7778 17.7508 24.5639
Si 8.7281 -7.5446 26.0619
Si 2.2479 5.8507 19.3648
Si 9.6132 1.023 27.6183
Si -5.6032 6.3609 19.0439
Si -5.0472 2.7469 21.3486
Si 1.7361 1.0255 28.7443
Si 1.1728 0.4956 20.2872
Si 4.2368 -4.2009 27.3034
Si 2.1815 9.1268 24.8202
Si 2.986 0.6278 26.0617
Si 5.3328 -1.5067 26.6144
Si -1.2744 11.561 21.8734
Si 6.3381 5.0989 29.0844
Si 6.8624 0.2168 28.4184
Si -1.7297 5.3224 24.0965
Si 6.5136 -5.3494 22.8964
Si -2.0982 5.3689 30.2425
Si 4.9847 -1.6312 23.7285
Si -2.0992 0.7101 24.7329
Si 6.0619 2.9754 27.3534
Si 1.5714 7.4584 27.2499
Si 3.0442 3.0621 19.9945
Si 15.1769 2.9659 25.1084
O -1.2659 1.3732 -0.5854
O 0.0532 -0.9253 30.458
O -2.1068 -8.5526 24.7908
O 2.1899 2.0154 29.9544
O -4.786 3.5219 28.8601
O -0.4722 5.3952 30.2679
O -1.4492 2.6117 27.3232
O 4.0308 6.7318 -0.423
O 6.059 0.1512 29.8416
O 7.0022 -1.7908 -0.6237
O 8.3502 3.8318 30.726
O 13.3548 1.4039 27.3783
O 1.7334 9.854 20.1854
O 6.0284 5.3751 30.621
O 8.4934 6.7664 -0.7652
O 0.2812 5.6872 15.0359
O 1.7145 1.3399 17.115
O 3.9345 2.0968 16.0136
O 2.4061 8.4148 15.1947
O 4.4062 6.9692 15.9346
O 6.5375 -8.337 19.904
O 6.5531 5.5461 15.8029
O 6.1465 5.0138 19.2647
O 11.2779 3.0877 18.497
O 5.4588 10.8621 15.2741
O 6.7221 8.3684 15.731
O 9.8345 7.6893 16.1849
N -1.0724 1.7078 16.6906
O -10.7535 0.5849 19.0236
O 5.2509 -3.5077 20.3005
O -3.2913 -2.2948 20.2346
O 1.8119 -3.6412 20.08
O -0.5592 8.4657 20.2461
O 3.3952 3.0319 18.3941
O 1.0677 5.6577 18.2592
N 1.7501 3.8876 16.3226
O 7.1403 6.6274 21.8762
O -2.8002 3.2932 15.3386
O 0.7461 8.6273 17.9887
O 6.0577 7.1277 17.8671
O -1.7238 9.4435 18.1403
N 0.0339 -0.6966 15.7902
O 8.544 4.2094 20.2028
N 6.7442 3.97 22.1739
O 9.3896 4.4319 22.7679
O -3.117 3.3525 17.8353
O -0.9703 4.4667 16.8938
O 2.2849 4.4902 20.2748
O 3.7301 6.0114 18.7215
O -6.1663 8.1957 27.5011
O -1.9381 10.6367 20.72
O -8.6013 1.6608 20.2659
O 0.6467 -4.2292 26.1895
O 2.4077 -2.4195 26.2847
O -4.2508 -1.0683 27.4748
O 2.1321 8.2743 30.5427
O 4.2811 3.0683 21.0482
O 1.9056 -0.2249 25.2088
O 7.2174 3.6973 26.4834
O 3.622 4.1502 24.3044
O -7.441 8.7559 23.8491
O 6.3007 1.4032 27.4759
O 5.3327 5.8213 28.0854
O 0.1514 0.9191 28.3746
O 0.7407 -2.587 28.3745
O -5.2232 13.2974 24.4344
O -3.6542 0.3145 24.4688
O -2.9707 5.5097 28.8741
O 7.5584 5.6677 24.1539
O -1.3838 -6.2444 25.5242
O -1.3575 0.1572 23.4136
O 2.7285 -4.3599 27.9116
O 4.9811 6.0015 23.2675
O 4.6569 3.328 26.6409
O -1.9992 2.1154 21.7663
O 4.7992 -0.0323 23.7178
O -6.6118 -0.2812 26.4641
O 13.0662 -4.6653 24.0148
O 4.2263 -4.6123 25.7433
O 0.8759 8.4487 24.1877
O 3.2335 12.6811 25.0166
O 9.4298 0.2454 26.1654
O 5.7232 -2.0435 25.1235
O 23.9745 10.4042 29.1127
O 5.8155 8.8257 22.4037
O 8.4592 0.4512 28.616
O -4.7394 1.3619 22.1229
O -10.5629 0.7464 21.6195
O -0.6153 6.4586 23.9027
O 1.4104 4.0493 31.3105

Results
free energy: -136301.665 eV
free energy less fixed offsets of N -386.36, O -570.45, Si -639.56 eV per atom: 3.515 eV

Forces (eV/angstrom), in the order of the atoms: element, x, y, z
Si 0.0109 0.0046 -0.0109
Si -0.0268 0.0159 0.0396
Si 0.0261 -0.0779 0.0646
Si -0.0147 -0.0015 -0.0241
Si -0.0041 0.0142 -0.0307
Si 0.0158 -0.0018 -0.0172
Si 0.0111 0.0064 -0.0093
Si -0.0105 0.0072 0.0321
Si -0.0176 0.0036 -0.0019
Si -0.0114 0.0004 -0.0057
Si 0.0093 0.0074 0.0013
Si 0.0096 -0.0008 -0.0063
Si 0.0003 -0.0164 0.0047
Si 0.0067 -0.01 -0.0115
Si -0.0117 -0.0062 -0.0174
Si 0.007 0.0022 -0.0118
Si 0.0183 0.0021 -0.0082
Si -0.004 0.0125 -0.0005
Si -0.0081 -0.0022 -0.0043
Si -0.0118 -0.0195 -0.0126
Si -0.0066 0.0027 -0.002
Si 0.0023 0.0089 0.0001
Si 0.0058 0.0003 0.0013
Si 0.0088 -0.0042 -0.0037
Si -0.002 0.0029 -0.0127
Si 0.0027 -0.0097 0.0028
Si 0.0041 -0.0048 0.0098
Si -0.0082 0.0058 0.01
Si -0.0005 0.0012 0.0038
Si 0.0005 -0.003 -0.006
Si -0.0039 0.0001 0.0034
Si -0.0011 0.0035 0.0031
Si -0.0059 0.0039 0.0079
Si -0.0084 -0.0007 0.0011
Si 0.0036 -0.0031 0.0034
Si 0.0032 -0.0019 0.0032
Si -0.0001 0.0029 0.0023
Si -0.0001 -0.006 0.0048
Si -0.0091 -0.004 0.0086
Si -0.0014 0.0008 0.0076
Si 0.005 -0.0038 -0.0006
Si 0.0034 0.006 -0.0023
Si -0.0008 0.0016 -0.0015
Si -0.0037 0.001 -0.0026
Si -0.0001 0.0005 -0.0005
Si 0.0027 -0.0002 -0.0002
Si 0.0027 -0.0004 0.0012
Si 0.0016 0.006 0.0001
Si -0.0009 -0.0006 0.0034
Si 0 0.005 0.0013
Si -0.0051 -0.003 0.0006
Si 0.0001 -0.003 -0.0003
Si -0.005 -0.0042 -0.002
Si 0.0049 -0.0021 0.0026
Si -0.0003 0.0006 0.001
Si -0.0057 0.0006 0.0002
Si 0.0001 0.0014 -0.0005
Si -0.0015 -0.0009 -0.0063
Si 0.0004 0.0008 -0.0037
Si 0.0016 0.0013 -0.0055
Si 0.0048 0.0026 -0.0034
Si -0.0047 -0.002 -0.0024
Si -0.0045 0.0067 -0.0011
Si 0.0066 0.0006 -0.0037
Si 0.0004 0.0088 -0.0083
Si -0.0023 0.0008 -0.003
Si -0.0093 -0.0036 -0.0089
Si -0.0033 -0.0024 -0.0036
Si 0.0037 -0.0107 -0.0054
Si 0.0021 -0.0065 -0.0014
Si -0.007 -0.0058 -0.0004
Si -0.0014 0.0029 -0.0047
Si -0.0006 -0.0083 -0.0002
Si -0.0002 0.0055 0.0034
Si 0.0041 0.0015 0.0054
Si -0.0027 0.0107 0.0087
Si -0.0038 0.0037 0.0027
Si 0.0037 -0.0027 0.005
Si 0.0004 0.0059 0.0036
Si -0.0021 -0.0051 0.0103
Si -0.0122 0.0061 0.0078
Si 0.0071 -0.0069 -0.0011
Si -0.0105 -0.0099 0.0092
Si 0.0022 0.0013 0.0052
Si 0.0046 -0.0009 0.0041
Si 0.0039 0.0047 -0.0114
Si -0.0123 -0.0054 0.0033
Si 0.0142 0.0032 0.0081
Si 0.0071 -0.0062 -0.0086
Si -0.0023 0.0011 0.0139
Si -0.0055 -0.0077 0.0091
Si 0.0013 0.0081 0.016
Si -0.008 -0.006 0.0027
Si 0.0078 -0.001 0.0335
Si -0.0045 0.0034 0.0196
Si 0.0091 0.0169 0.0123
Si 0.001 0.0019 0.016
Si 0.013 -0.0052 0.0255
Si -0.0004 -0.004 0.0275
Si -0.0038 0.0036 -0.0021
Si 0.0008 -0.0041 0.0273
Si 0.001 0.0018 0.0132
Si -0.0089 0.0016 0.0022
Si 0.006 -0.0047 0.0051
Si -0.0008 0.0032 0.0209
Si 0.001 0.0032 -0.0035
Si -0.003 0.0029 0.0146
Si 0.0007 -0.0031 0.0229
Si 0.0024 -0.0004 0.0185
Si -0.003 0.0037 -0.0102
Si 0.0056 0.0004 -0.0082
Si 0.0015 -0.0025 -0.0101
Si 0.0022 0.0023 0.0153
Si -0.0031 0.0018 -0.0119
Si -0.0019 -0.0006 0.0125
Si 0.0009 0.0056 0.0065
Si -0.0011 -0.001 -0.0098
Si 0.0027 0.0009 0.0092
Si -0.0007 0.005 -0.0142
Si 0.0023 0.0036 -0.0016
Si 0.0033 0.0033 -0.0067
Si 0.0017 0.0075 -0.007
Si -0.0016 0.0055 0.0006
Si -0.0056 -0.0062 -0.019
Si 0.0055 0.0003 -0.0228
Si -0.0071 -0.0042 0
Si 0.0029 -0.0017 -0.0025
Si 0.0089 -0.0258 -0.0246
Si -0.0027 0.007 -0.0026
Si -0.0049 0.003 -0.0049
Si -0.0014 -0.0014 -0.0115
Si 0.0112 0.0081 -0.015
Si 0.0038 0.0006 0.0146
Si 0.0007 -0.0041 0.0015
O -0.0155 0.001 0.0084
O -0.0028 -0.0048 0.0212
O 0.0009 0.0003 -0.0006
O 0.0158 -0.0145 0.0177
O -0.0039 0.0048 0.0105
O -0.0024 0.0068 0.0154
O -0.0011 -0.0019 0.0052
O 0.0023 0.0028 0.0126
O -0.0019 -0.0095 0.0232
O -0.0004 -0.0028 0.0107
O 0.0067 0.0197 0.0175
O -0.0028 0.0009 0.0061
O -0.0008 0.0009 -0.0059
O -0.001 0.0031 0.0168
O -0.0059 0.0275 0.0023
O -0.009 0.0124 -0.0085
O -0.0022 -0.0002 -0.0146
O 0.0035 -0.0048 -0.0146
O 0.0024 -0.0027 -0.0052
O -0.0038 0.0113 -0.0165
O -0.0041 0.0025 -0.0084
O 0.005 -0.0069 -0.008
O 0.0008 0.0038 -0.0076
O 0.0007 0.0034 -0.0089
O 0.0038 -0.0101 -0.0066
O -0.0042 0.0066 -0.0196
O -0.0013 -0.0024 -0.0172
N 0.0012 -0.0053 -0.0279
O -0.0002 0.0022 -0.0102
O -0.0026 0.005 -0.0017
O 0.0013 0.0018 -0.007
O -0.003 0.0009 -0.0072
O -0.0026 0 -0.0066
O -0.0074 0.0015 -0.0181
O -0.0019 -0.0031 -0.016
N -0.0098 0.0056 -0.0229
O -0.0002 0.0035 -0.0034
O -0.009 0.0121 -0.0127
O 0.0013 0.0045 -0.0089
O 0.0014 0.0019 -0.0123
O 0.0021 0.0019 -0.0126
N 0.0041 0.0088 -0.0242
O 0.0034 -0.0007 -0.0071
N -0.002 0.0029 0.0029
O 0.0036 0.0027 -0.0007
O 0.0042 -0.002 -0.0146
O -0.0002 -0.0011 -0.0047
O -0.0039 0.0018 -0.007
O -0.0011 0.0017 -0.0061
O 0.0027 0.0011 0.0079
O -0.0001 0.0008 -0.0044
O -0.0002 0.0002 -0.0085
O -0.0015 -0.0015 0.0054
O 0.0024 -0.0013 0.0037
O 0 -0.002 0.0005
O 0.0066 -0.0067 0.0158
O -0.0036 0.0052 -0.0068
O -0.0008 -0.0034 0.0061
O 0.003 0.0019 0.0125
O -0.0014 0.0034 -0.0005
O -0.0008 0.0021 -0.0063
O -0.0001 -0.0004 0.0086
O 0.0053 0.0038 0.0137
O 0.0104 -0.0012 0.0153
O -0.0023 0.0074 0.0132
O 0.0013 0.0001 0.0033
O -0.0038 -0.0028 0.0056
O 0.0034 -0.0072 -0.0022
O 0.0009 0.0037 0.0053
O 0.0036 0.0005 0.0076
O 0.0013 -0.0076 -0.0006
O 0.0003 0.0004 0.0081
O -0.0032 0.0062 0.0005
O -0.0029 0.006 0.0063
O 0.0012 0.0033 -0.0027
O 0 -0.0012 0.0009
O 0.0002 -0.0015 0.0043
O -0.0013 0.0009 0.005
O 0.0013 -0.0033 0.006
O -0.0032 0.0019 0
O 0.0002 -0.0008 -0.0011
O 0.0051 -0.0013 0.0002
O 0.002 -0.0033 -0.0029
O -0.0031 -0.0003 0.0105
O -0.0004 0.003 0.003
O -0.0009 -0.0019 0.0068
O 0 -0.0029 -0.0027
O -0.0017 0.0044 -0.0027
O 0 0.0033 0.0012
O 0.0065 0.0245 -0.0868

The program warned: the cutoff lies below the one the program advises for these potential files; the forces do not sum to zero within the program's tolerance; empty levels may hold ghost states of the PAW files; the exchange-correlation potential is rough where the density is thin.
